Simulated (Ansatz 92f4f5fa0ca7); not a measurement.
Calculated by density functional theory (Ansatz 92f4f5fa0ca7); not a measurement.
Periodic cell of 223 atoms, Si133O90, from a study of silicon, its oxide and their interface. The atomic structure is a simulated model.
Doubt: the cutoff is low for norm-conserving oxygen, so forces and energies are approximate.
Doubt: the program's own warning below bears on the result.
This geometry differs little from another in the collection (a relaxation step or a small displacement).

Settings
functional: HSE06
potential files: SPMS norm-conserving
basis: plane waves
wave-function cutoff: 800 eV
density cutoff ratio: 4
exchange-correlation grid ratio: 1
k mesh: 1 x 1 x 1, Gamma-centred
occupations: fixed
spin: none
net charge: 0

Cell vectors (angstrom)
a, 10.938, 0, 0
b, 0, 10.938, 0
c, 0, 0, 32.1988

Atoms: element, x, y, z (angstrom)
Si, 10.6051, 0.2306, 24.8494
Si, 5.734, 10.6815, 24.73
Si, 2.4907, 2.9171, 24.6428
Si, 8.429, 2.4795, 24.8103
Si, 0.2791, 5.1756, 24.7514
Si, 5.1597, 5.7474, 24.6893
Si, 2.935, 8.0104, 24.5933
Si, 7.9434, 8.4287, 24.7275
Si, 1.3476, 1.3753, 26.0358
Si, 6.8336, 1.3324, 26.0904
Si, 4.0553, 4.1055, 25.9938
Si, 9.6001, 4.0794, 26.0749
Si, 1.399, 6.8353, 26.0004
Si, 6.7781, 6.8448, 26.027
Si, 4.0968, 9.5463, 25.9937
Si, 9.493, 9.5589, 26.1192
Si, 2.7373, -0.0049, 27.3755
Si, 8.1816, 0.0015, 27.4823
Si, 0.0139, 2.7273, 27.4503
Si, 5.4494, 2.7507, 27.3846
Si, 2.7339, 5.4735, 27.4169
Si, 8.1925, 5.4777, 27.3826
Si, 0.0064, 8.1902, 27.3908
Si, 5.4504, 8.2118, 27.4245
Si, 4.1018, 1.3673, 28.7805
Si, 9.5708, 1.3673, 28.7805
Si, 1.3673, 4.1018, 28.7805
Si, 6.8362, 4.1018, 28.7805
Si, 4.1018, 6.8362, 28.7805
Si, 9.5708, 6.8362, 28.7805
Si, 1.3673, 9.5708, 28.7805
Si, 6.8362, 9.5708, 28.7805
Si, 0, 0, 30.1478
Si, 5.469, 0, 30.1478
Si, 2.7345, 2.7345, 30.1478
Si, 8.2035, 2.7345, 30.1478
Si, 0, 5.469, 30.1478
Si, 5.469, 5.469, 30.1478
Si, 2.7345, 8.2035, 30.1478
Si, 8.2035, 8.2035, 30.1478
Si, 1.3673, 1.3673, 31.515
Si, 6.8362, 1.3673, 31.515
Si, 4.1018, 4.1018, 31.515
Si, 9.5708, 4.1018, 31.515
Si, 1.3673, 6.8362, 31.515
Si, 6.8362, 6.8362, 31.515
Si, 4.1018, 9.5708, 31.515
Si, 9.5708, 9.5708, 31.515
Si, 2.7345, 0, 0.6835
Si, 8.2035, 0, 0.6835
Si, 0, 2.7345, 0.6835
Si, 5.469, 2.7345, 0.6835
Si, 2.7345, 5.469, 0.6835
Si, 8.2035, 5.469, 0.6835
Si, 0, 8.2035, 0.6835
Si, 5.469, 8.2035, 0.6835
Si, 4.1018, 1.3673, 2.0507
Si, 9.5708, 1.3673, 2.0507
Si, 1.3673, 4.1018, 2.0507
Si, 6.8362, 4.1018, 2.0507
Si, 4.1018, 6.8362, 2.0507
Si, 9.5708, 6.8362, 2.0507
Si, 1.3673, 9.5708, 2.0507
Si, 6.8362, 9.5708, 2.0507
Si, 0, 0, 3.418
Si, 5.469, 0, 3.418
Si, 2.7345, 2.7345, 3.418
Si, 8.2035, 2.7345, 3.418
Si, 0, 5.469, 3.418
Si, 5.469, 5.469, 3.418
Si, 2.7345, 8.2035, 3.418
Si, 8.2035, 8.2035, 3.418
Si, 1.3751, 1.3759, 4.6973
Si, 6.8377, 1.353, 4.861
Si, 4.1407, 4.0735, 4.8033
Si, 9.5683, 4.0923, 4.7635
Si, 1.3955, 6.8252, 4.8037
Si, 6.8106, 6.8761, 4.7514
Si, 4.1212, 9.5686, 4.8172
Si, 9.5562, 9.557, 4.7952
Si, 2.7547, 0.0875, 6.0777
Si, 8.1892, -0.0529, 6.2494
Si, 0.0062, 2.6872, 6.0622
Si, 5.4761, 2.7191, 6.2783
Si, 2.8046, 5.4786, 6.1688
Si, 8.1662, 5.4747, 6.052
Si, 0.0093, 8.1856, 6.1529
Si, 5.5131, 8.229, 6.229
Si, 3.8387, 1.5696, 7.5999
Si, 9.8189, 1.1424, 7.4501
Si, 1.6259, 3.8043, 7.3133
Si, 6.6391, 4.4113, 7.4813
Si, 4.3925, 6.635, 7.5386
Si, 9.3606, 6.9497, 7.4035
Si, 1.1322, 9.9137, 7.3031
Si, 7.1518, 9.2334, 7.6644
O, 8.3036, 8.0908, 7.9023
O, 2.7115, 2.7299, 7.9346
O, 9.5311, 1.3599, 24.2784
O, 4.0578, 6.8682, 24.1327
O, 0.0147, 0.0295, 7.9403
O, 5.5124, 5.5095, 8.0207
O, 6.8531, 9.5688, 24.2087
O, 1.3744, 4.0597, 24.1825
O, 3.844, 7.3898, 8.9236
O, 0.8281, 4.3808, 8.614
O, 9.8118, 6.1693, 8.7924
O, 2.0808, 9.3892, 8.531
O, 7.4877, 3.9216, 8.8094
O, 4.265, 0.9349, 9.0736
O, 6.7334, 9.5558, 9.2237
O, 9.1913, 1.853, 8.7979
O, 7.7307, 3.1606, 23.4927
O, 10.5183, 5.8517, 23.4343
O, 5.0912, 0.4228, 23.3829
O, 5.859, 5.0814, 23.3586
O, 3.1208, 2.2146, 23.2779
O, 2.2911, 8.7135, 23.2233
O, 8.6126, 7.7378, 23.3889
O, 0.2578, 10.3741, 23.5593
Si, 4.3951, 1.5698, 22.4627
Si, 3.49, 7.9306, 14.035
Si, 7.116, 0.9594, 14.6628
Si, 0.9496, 9.3601, 22.5116
Si, 1.1736, 4.3051, 11.882
Si, 6.2663, 8.9642, 15.3171
Si, 0.6774, 1.3639, 12.2979
Si, 8.6263, 4.9549, 20.5052
Si, 0.3191, 5.7114, 9.3684
Si, 5.1032, 3.1244, 17.9375
Si, 0.8827, 3.744, 16.7452
Si, 10.3996, 2.8427, 19.2261
Si, 5.2727, 1.182, 10.3556
Si, 0.8888, 0.1743, 19.8363
Si, 6.6423, 9.4586, 10.8616
Si, 9.3372, 9.6781, 18.3195
Si, 9.3902, 9.2442, 12.5675
Si, 6.5764, 3.8473, 22.5768
Si, 2.4314, 8.0699, 9.3912
Si, 10.5895, 7.368, 17.0747
Si, 2.5104, 6.2921, 16.5815
Si, 10.1732, 4.4882, 14.1895
Si, 6.1388, 9.1862, 18.5129
Si, 7.9587, 2.5718, 9.5835
Si, 8.8794, 2.1428, 12.4514
Si, 5.3399, 6.2463, 18.0639
Si, 3.9243, 0.5606, 19.4622
Si, 4.2693, 3.84, 12.0513
Si, 5.5409, 6.6026, 12.1371
Si, 8.014, 2.5046, 17.2154
Si, 4.3567, 2.4801, 14.9637
Si, 1.5393, 1.2109, 15.2569
Si, 1.5721, 9.4103, 12.0501
Si, 8.0513, 6.85, 13.8633
Si, 10.3789, 9.8359, 15.4837
Si, 9.8104, 7.0134, 22.5485
Si, 8.1109, 5.487, 17.4052
O, 6.0425, 7.9582, 11.2883
O, 6.0232, 9.2012, 16.8957
O, 7.6833, 1.3598, 13.1951
O, 0.8957, 1.743, 13.8662
O, 9.429, 6.2566, 16.8761
O, 6.7624, 6.2054, 13.1302
O, 5.1349, 4.6613, 18.6016
O, 9.2287, 2.1561, 18.2692
O, 2.3695, 0.1061, 19.0702
O, 9.4077, 10.2291, 16.76
O, 2.7807, 4.4342, 11.7112
O, 5.0657, 10.324, 19.1016
O, 9.4236, 3.2397, 13.4933
O, 0.4522, 1.7604, 19.9559
O, 3.1523, 1.3613, 15.0631
O, 8.1712, 5.3847, 19.0179
O, 3.8912, 6.5958, 17.3945
O, 4.5751, 3.2787, 16.3835
O, 9.0597, 5.664, 14.3108
O, 5.4648, 2.7511, 22.1342
O, 10.6738, 4.145, 15.6842
O, 0.3395, 3.8614, 18.2793
O, 10.4304, 10.5143, 19.2041
O, 9.6425, 10.0206, 14.0257
O, 10.8935, 8.1384, 22.0976
O, 1.1929, 2.1631, 16.5252
O, 9.724, 3.7465, 20.4084
O, 8.1357, 4.0337, 16.6837
O, -0.0397, 9.1027, 11.9096
O, 6.5866, 2.4209, 18.0016
O, 5.5767, 10.7128, 11.1926
O, 7.7493, 9.5937, 18.8386
O, 10.029, 1.0242, 12.0633
O, 1.3018, 6.96, 9.0902
O, 0.6195, 4.7604, 13.3517
O, 5.7068, 7.624, 18.9763
O, 5.2272, 5.0872, 11.5246
O, 2.7177, 6.9864, 15.1225
O, 0.9113, 2.7398, 11.4702
O, 0.8558, 10.6872, 15.5471
O, 2.4124, 8.581, 10.9267
O, 4.6903, 2.4304, 11.2783
O, 4.2423, 3.5092, 13.6795
O, 2.1959, 4.6851, 16.4899
O, 10.7045, 8.2507, 15.6981
O, 6.9233, 10.2939, 14.6722
O, 2.3416, 8.952, 13.4325
O, 8.0283, 1.5258, 15.9048
O, 4.1308, 6.9989, 12.8621
O, 4.184, 2.0122, 18.7212
O, 7.2867, 4.432, 21.2517
O, 8.4112, 2.9234, 11.1042
O, 1.1778, 6.8652, 17.3582
O, 5.654, 1.5819, 14.7509
O, 8.1269, 9.7502, 11.5892
O, 9.2168, 6.2816, 21.232
O, 8.9612, 7.7138, 12.8552
O, 1.6501, 0.1155, 11.8851
O, 6.646, 6.1491, 17.0622
O, 7.3954, 7.8032, 15.0316
O, 1.2234, 10.2785, 21.2019
O, 10.0268, 8.1997, 18.3499
O, 3.9479, 0.8592, 21.0738
O, 0.321, 5.3221, 10.9329
O, 6.6914, 1.5707, 9.6556
O, 4.7777, 8.7055, 14.6859

Results
free energy: -55384.895 eV
free energy less fixed offsets of O -447.96, Si -113.29 eV per atom: -0.925 eV
gap between the highest filled and lowest empty level on this k mesh: 1.214 eV

The program warned: the cutoff lies below the one the program advises for these potential files; the model core charge is not resolved on the grid; the forces do not sum to zero within the program's tolerance; the exchange-correlation potential is rough where the density is thin.
